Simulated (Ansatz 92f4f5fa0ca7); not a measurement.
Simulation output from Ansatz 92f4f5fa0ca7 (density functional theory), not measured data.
Periodic cell of 441 atoms, Si288O153, from a study of silicon, its oxide and their interface. The atomic structure is a simulated model.
Doubt: the cutoff is far below the 930 eV that the study's wrapper takes by default for these files, so forces and energies are approximate.
This geometry differs little from another in the collection (a relaxation step or a small displacement).

Settings: functional PBE; potential files Ansatz PAW; basis plane waves; wave-function cutoff 580 eV; density cutoff ratio 5; exchange-correlation grid ratio 1; k mesh 1 x 1 x 1, Gamma-centred; self-consistency stop 5e-08 eV per atom in the density residual; occupations fixed; spin none; net charge 0.

Cell vectors (angstrom)
a 15.4687 0 0
b 0 15.4687 0
c -3.6206 4.1968 32.4026

Atoms and the computed forces on them: element, x, y, z (angstrom), force x, y, z (eV/angstrom)
Si -3.587 4.471 23.539 -0.045 0.106 0.07
Si -3.587 7.666 23.445 0.036 -0.144 0.016
Si -3.771 12.332 23.554 -0.052 0.075 0.025
Si -3.655 0.055 23.589 -0.021 -0.101 0.063
Si 0.375 3.902 23.459 -0.155 -0.144 -0.029
Si 0.196 8.34 23.465 -0.015 0.151 -0.072
Si 0.188 11.526 23.532 0.014 -0.16 -0.029
Si 0.222 0.728 23.548 0.003 0.11 -0.099
Si 4.175 3.802 23.76 0.001 -0.094 0.059
Si 4.03 8.113 23.716 0.055 -0.112 0.026
Si 4.153 11.297 23.469 -0.032 -0.004 -0.045
Si -7.355 3.922 23.697 0.126 -0.205 0.019
Si -7.518 8.372 23.545 0.029 0.114 0.09
Si -7.534 11.542 23.717 -0.032 -0.18 -0.023
Si -7.404 0.758 23.584 0.003 0.186 0.035
Si -1.603 4.213 24.796 0.05 -0.024 0.02
Si -1.705 8.046 24.826 -0.045 -0.003 0.066
Si -1.768 11.904 24.807 0.041 -0.06 0
Si -1.689 0.367 24.886 0.001 0.078 -0.028
Si 2.201 4.174 24.943 0.013 0.045 0
Si 2.061 8.054 24.932 0.049 0.007 0.002
Si 2.195 11.869 24.75 -0.043 -0.011 -0.004
Si 2.239 0.459 24.765 0.004 0.062 0.025
Si 6.128 4.179 24.982 -0.015 0.063 -0.013
Si 6.052 8.026 24.931 -0.058 0.022 -0.019
Si 5.962 11.83 24.917 0 -0.05 0.053
Si 6.011 0.434 24.733 -0.025 0.073 0.014
Si -5.445 4.176 24.996 0.001 -0.028 0.007
Si -5.529 8.048 24.79 -0.036 0.034 0.019
Si -5.6 11.945 24.977 0.062 0.018 0.062
Si -5.548 0.338 24.966 0.002 0.066 0.033
Si -1.64 6.125 26.217 -0.021 -0.007 -0.056
Si -1.753 9.987 26.216 0.038 -0.001 -0.033
Si -1.664 13.853 26.201 -0.035 -0.016 0.016
Si -1.689 2.299 26.239 0.036 0.022 -0.045
Si 2.149 6.122 26.268 -0.02 0.032 -0.022
Si 2.148 10.015 26.263 -0.019 -0.013 -0.054
Si 2.215 13.885 26.082 0.013 -0.006 0.023
Si 2.168 2.266 26.311 0.015 -0.108 -0.018
Si 6.085 6.119 26.296 0.003 0.022 -0.022
Si 6.018 9.948 26.335 0.041 0.014 -0.113
Si 5.983 13.897 26.121 -0.004 0.01 0.006
Si 6.102 2.243 26.307 0.011 -0.112 -0.069
Si -5.543 6.163 26.258 0.039 -0.036 -0.068
Si -5.516 9.956 26.248 -0.042 0.003 -0.087
Si -5.616 13.876 26.326 0.017 -0.023 -0.113
Si -5.474 2.251 26.344 -0.067 0.01 -0.113
Si -3.59 6.134 27.594 -0.009 0.03 0.037
Si -3.626 9.986 27.637 0.019 0.007 0.014
Si -3.612 13.865 27.597 0.021 0.009 0.05
Si -3.566 2.27 27.662 0.023 -0.03 0.019
Si 0.243 6.124 27.636 -0.009 0.005 0.012
Si 0.204 10.008 27.599 -0.03 -0.013 0.017
Si 0.284 13.865 27.555 0.023 -0.004 -0.011
Si 0.233 2.261 27.633 -0.047 0.023 0.001
Si 4.111 6.132 27.611 0.012 -0.001 0.009
Si 4.075 9.986 27.642 -0.012 0.02 0.069
Si 4.093 13.872 27.559 0.001 0.001 -0.005
Si 4.133 2.259 27.631 -0.015 0.034 0.018
Si 8.01 6.135 27.639 -0.013 -0.004 0.015
Si 7.995 9.984 27.615 0.038 0.002 0.043
Si 7.897 13.877 27.601 -0.043 -0.016 0.016
Si 8.022 2.254 27.651 0.042 0.025 0.006
Si -3.621 4.197 28.984 0.063 0.235 0.092
Si -3.621 8.064 28.984 0.119 -0.161 0.058
Si -3.621 11.931 28.984 0.028 0.061 -0.064
Si -3.621 15.798 28.984 0.198 -0.149 0.068
Si 0.247 4.197 28.984 -0.078 -0.053 0.14
Si 0.247 8.064 28.984 -0.062 0.113 -0.069
Si 0.247 11.931 28.984 0.013 0.126 -0.254
Si 0.247 15.798 28.984 -0.006 -0.181 -0.165
Si 4.114 4.197 28.984 0.004 0.027 0.016
Si 4.114 8.064 28.984 -0.114 -0.119 0.131
Si 4.114 11.931 28.984 -0.054 0.151 -0.205
Si 4.114 15.798 28.984 -0.039 -0.149 -0.113
Si 7.981 4.197 28.984 0.096 0.001 0.149
Si 7.981 8.064 28.984 0.078 0.04 0.163
Si 7.981 11.931 28.984 -0.12 0.023 -0.168
Si 7.981 15.798 28.984 -0.09 -0.118 0.152
Si 1.934 0 3.417 -0.051 -0.198 0.035
Si 1.934 3.867 3.417 -0.039 0.189 -0.03
Si 1.934 7.734 3.417 -0.014 0.038 0.176
Si 1.934 11.602 3.417 -0.057 -0.026 0.278
Si 5.801 0 3.417 -0.035 0.133 -0.266
Si 5.801 3.867 3.417 -0.053 -0.099 -0.086
Si 5.801 7.734 3.417 -0.153 0.184 0.11
Si 5.801 11.602 3.417 -0.213 -0.23 0.016
Si 9.668 0 3.417 0.044 -0.165 -0.188
Si 9.668 3.867 3.417 0.006 0.115 -0.201
Si 9.668 7.734 3.417 0.024 -0.2 -0.237
Si 9.668 11.602 3.417 0.115 0.219 -0.222
Si -1.934 0 3.417 0.011 -0.023 -0.151
Si -1.934 3.867 3.417 0.111 -0.083 -0.044
Si -1.934 7.734 3.417 0.201 0.315 0.11
Si -1.934 11.602 3.417 0.162 -0.209 0.219
Si 1.918 1.937 4.751 -0.012 -0.024 0.018
Si 1.963 5.809 4.801 0.014 -0.008 -0.033
Si 1.907 9.664 4.823 -0.029 -0.007 0.041
Si 1.915 -1.941 4.821 0.019 0.017 -0.022
Si 5.804 1.926 4.778 0.002 0.005 -0.008
Si 5.806 5.799 4.762 -0.015 0.044 -0.019
Si 5.742 9.672 4.836 0 -0.011 -0.003
Si 5.765 -1.928 4.733 -0.022 -0.011 -0.018
Si 9.66 1.932 4.738 -0.011 0.012 -0.025
Si 9.683 5.796 4.784 0.012 0.004 -0.046
Si 9.701 9.669 4.719 0.031 -0.013 -0.031
Si 9.673 -1.932 4.792 0.02 0.012 -0.044
Si -1.943 1.919 4.776 -0.047 -0.006 -0.022
Si -1.901 5.811 4.751 0.022 0.025 -0.031
Si -1.876 9.672 4.864 0.003 -0.011 -0.023
Si -1.913 -1.933 4.768 0.035 -0.005 -0.004
Si -0.005 1.877 6.118 0.02 0.057 -0.017
Si 0.01 5.84 6.134 -0.028 -0.063 0.028
Si 0.067 9.687 6.359 0.018 0.033 -0.056
Si -0.032 -1.955 6.213 -0.059 -0.039 -0.066
Si 3.845 1.927 6.099 0.01 0.015 0.05
Si 3.917 5.808 6.168 -0.001 -0.051 0.048
Si 3.763 9.665 6.281 0.028 0.033 -0.012
Si 3.884 -1.917 6.152 0.014 -0.051 -0.059
Si 7.765 1.929 6.11 -0.021 -0.014 0.075
Si 7.727 5.783 6.112 0.03 0.005 0.064
Si 7.788 9.681 6.033 -0.055 0.021 0.121
Si 7.673 -1.916 6.06 0.031 -0.015 0.134
Si -3.909 1.939 6.097 0.038 -0.028 0.108
Si -3.814 5.807 6.096 -0.043 -0.021 0.117
Si -3.883 9.641 6.12 0.019 0.029 0.102
Si -3.822 -1.93 6.124 -0.051 -0.008 0.068
Si 0.032 -0.024 7.558 0.096 -0.012 0.002
Si -0.03 3.85 7.38 0.104 0.064 0.054
Si 0.029 7.658 7.685 -0.011 0.018 -0.01
Si 0.023 -3.76 7.781 -0.001 -0.008 0.061
Si 3.801 0.021 7.495 -0.074 0.093 -0.037
Si 3.948 3.829 7.483 -0.114 0.027 -0.025
Si 3.857 7.669 7.658 -0.046 0.001 -0.06
Si 3.764 -3.767 7.616 -0.038 -0.029 0.026
Si 7.675 -0.013 7.458 0.016 -0.013 -0.031
Si 7.787 3.848 7.492 -0.051 -0.039 -0.015
Si 7.81 7.765 7.387 -0.027 0.036 -0.075
Si 7.7 -3.858 7.379 -0.034 -0.006 0.014
Si -3.881 0.019 7.477 0.067 0.054 -0.048
Si -3.843 3.879 7.451 -0.027 0.024 -0.089
Si -3.856 7.705 7.503 0.04 0.006 -0.113
Si -3.864 -3.886 7.462 0.027 -0.043 0.009
Si 1.943 -0.368 8.937 0 0 0.031
Si 1.919 3.909 8.651 0.039 -0.075 -0.116
Si 1.938 7.077 9.001 -0.008 -0.185 0.076
Si 1.945 -2.902 9.028 0.013 -0.013 0.02
Si 5.732 0.345 8.774 0.095 0.118 0.058
Si 5.884 3.515 8.829 0.039 -0.099 -0.005
Si 5.94 8.078 8.727 0.071 0.177 0.109
Si 5.794 -4.217 8.736 0.061 -0.142 -0.076
Si -5.855 -0.334 8.742 -0.036 -0.092 -0.051
Si -5.741 4.204 8.792 0.058 0.063 -0.006
Si -5.793 7.388 8.795 0.009 -0.129 0.073
Si -5.851 -3.513 8.693 0.003 0.103 -0.137
Si -1.93 0.379 8.779 -0.166 0.213 0.069
Si -1.914 3.601 8.765 -0.036 -0.187 0.049
Si -1.983 7.931 8.921 -0.063 0.172 0.099
Si -2.028 -4.289 8.925 -0.068 -0.155 -0.042
Si 1.941 1.396 10.724 -0.012 0.047 0.058
Si 4.426 5.415 22.059 -0.001 0.125 -0.093
Si -1.687 4.197 30.351 0.004 0.048 0.035
Si -1.687 8.064 30.351 -0.019 0.001 0.017
Si -1.687 11.931 30.351 -0.012 0.084 0.004
Si -1.687 15.798 30.351 -0.035 -0.128 0.023
Si 2.18 4.197 30.351 -0.01 -0.002 0.002
Si 2.18 8.064 30.351 0.018 -0.021 0.005
Si 2.18 11.931 30.351 0.005 0.019 -0.011
Si 2.18 15.798 30.351 0.007 -0.011 -0.015
Si 6.047 4.197 30.351 -0.006 0.046 0.001
Si 6.047 8.064 30.351 0.008 -0.003 -0.005
Si 6.047 11.931 30.351 0.021 -0.029 -0.009
Si 6.047 15.798 30.351 0.019 -0.003 0.006
Si -5.554 4.197 30.351 -0.016 0.019 0.015
Si -5.554 8.064 30.351 -0.014 -0.04 0.007
Si -5.554 11.931 30.351 0.022 0.092 -0.015
Si -5.554 15.798 30.351 -0.007 -0.09 -0.008
Si -1.687 6.13 31.718 0.015 0.001 0.009
Si -1.687 9.998 31.718 0.027 -0.028 -0.014
Si -1.687 13.865 31.718 -0.002 0.011 0.01
Si -1.687 2.263 31.718 0.012 0.016 -0.008
Si 2.18 6.13 31.718 -0.031 -0.001 0.014
Si 2.18 9.998 31.718 0.016 -0.001 0.006
Si 2.18 13.865 31.718 -0.027 0.011 0.004
Si 2.18 2.263 31.718 -0.001 -0.008 0.006
Si 6.047 6.13 31.718 0.001 0.001 0.016
Si 6.047 9.998 31.718 -0.032 0.019 0.01
Si 6.047 13.865 31.718 0.012 0.022 0.002
Si 6.047 2.263 31.718 -0.028 -0.044 0.008
Si -5.554 6.13 31.718 0.011 0.006 0.012
Si -5.554 9.998 31.718 0.009 -0.024 -0.016
Si -5.554 13.865 31.718 0.034 0.004 0.01
Si -5.554 2.263 31.718 -0.002 0.019 -0.009
Si 0 1.934 0.683 0.029 -0.002 -0.012
Si 0 5.801 0.683 -0.005 0.031 -0.007
Si 0 9.668 0.683 0.034 -0.013 0
Si 0 -1.934 0.683 0.003 -0.02 -0.005
Si 3.867 1.934 0.683 -0.046 -0.01 -0.008
Si 3.867 5.801 0.683 -0.033 0.01 0.001
Si 3.867 9.668 0.683 -0.026 -0.012 -0.008
Si 3.867 -1.934 0.683 -0.015 0.01 0.002
Si 7.734 1.934 0.683 0.007 0.004 -0.005
Si 7.734 5.801 0.683 -0.043 -0.021 0.005
Si 7.734 9.668 0.683 0.008 -0.015 -0.009
Si 7.734 -1.934 0.683 -0.02 0.033 -0.002
Si 11.602 1.934 0.683 0.027 -0.003 -0.007
Si 11.602 5.801 0.683 0.053 -0.003 -0.001
Si 11.602 9.668 0.683 -0.005 -0.004 -0.007
Si 11.602 -1.934 0.683 0.047 0.011 -0.01
Si 0 0 2.05 0 0.014 -0.017
Si 0 3.867 2.05 -0.008 0.013 -0.024
Si 0 7.734 2.05 -0.023 0.001 -0.004
Si 0 11.602 2.05 -0.013 -0.021 -0.001
Si 3.867 0 2.05 0.022 0.008 -0.013
Si 3.867 3.867 2.05 0.014 -0.017 -0.009
Si 3.867 7.734 2.05 0.022 0.044 0.001
Si 3.867 11.602 2.05 0.033 -0.039 -0.011
Si 7.734 0 2.05 -0.01 -0.043 -0.011
Si 7.734 3.867 2.05 0.011 0.025 -0.012
Si 7.734 7.734 2.05 0.027 0.063 0.007
Si 7.734 11.602 2.05 0.027 -0.048 0.011
Si 11.602 0 2.05 -0.006 -0.046 -0.017
Si 11.602 3.867 2.05 -0.026 -0.003 -0.005
Si 11.602 7.734 2.05 -0.038 0.051 0.003
Si 11.602 11.602 2.05 -0.05 -0.004 -0.008
Si 4.114 1.38 23.539 0.021 0.009 -0.005
Si -5.27 1.858 10.883 0.017 -0.001 0.083
Si 1.149 -2.433 13.956 0.027 -0.008 0.012
Si 5.547 -4.764 14.498 0.001 0.007 0.057
Si 0.816 8.813 14.899 -0.007 0.007 0.053
Si 5.85 5.898 10.897 0.015 -0.038 0.113
Si 4.324 8.866 19.123 -0.013 -0.006 -0.093
Si -3.584 7.346 15.579 -0.01 -0.025 0.027
Si 4.022 2.331 12.904 -0.003 -0.009 0.075
Si 7.724 6.452 13.393 0.026 0.009 0.138
Si 9.569 2.607 13.854 -0.013 0.013 0.123
Si -3.295 10.171 16.184 0.011 0.009 0.015
Si 7.671 -1.248 12.917 0.012 0.01 0.11
Si -4.89 -1.876 12.846 -0.014 0.012 0.097
Si -3.114 -4.267 11.715 0.003 0.009 0.094
Si -5.535 -5.748 10.93 0.024 0.008 0.107
Si -5.316 0.79 16.389 -0.01 0.006 -0.012
Si -1.274 -4.536 14.223 0 0.009 0.06
Si 3.115 9.657 12.935 0.002 0.042 0.073
Si 2.5 -3.07 11.345 -0.027 0.037 0.052
Si -0.453 4.597 13.354 -0.003 0.004 0.099
Si -1.336 10.042 18.679 -0.017 0.027 -0.092
Si 3.179 7.117 11.66 -0.001 0.012 0.141
Si -2.428 -0.105 17.15 -0.001 -0.013 -0.033
Si 6.806 1.609 13.693 0.003 0.006 0.082
Si 2.652 4.944 13.738 -0.013 -0.014 0.082
Si 9.022 -1.781 15.427 -0.003 0.008 0.046
Si -6.302 10.785 16.357 -0.008 0.025 -0.018
Si -0.628 6.258 15.853 -0.008 -0.018 0.018
Si -2.283 5.7 11.204 0.018 -0.008 0.073
Si -3.381 8.739 20.412 -0.006 0.007 -0.112
Si -2.862 0.262 11.546 0.024 0.022 0.117
Si -4.804 5.504 13.216 -0.012 -0.01 0.113
Si -1.337 2.091 19.105 -0.003 -0.008 -0.108
Si -1.217 5.203 18.623 -0.016 0.002 -0.119
Si 3.917 5.008 16.7 0.01 -0.004 -0.035
Si 3.142 12.633 18.193 0.018 0.067 0.05
Si -6.948 5.014 18.804 0.01 -0.02 -0.113
Si -2.204 13.022 19.341 -0.011 -0.018 -0.113
Si 4.511 0.703 15.313 0.016 0.011 0.039
Si 5.438 -2.006 10.934 -0.022 0.013 0.109
Si 0.069 0.197 15.408 -0.016 0.002 0.04
Si 1.654 9.975 17.7 0.005 0.04 -0.035
Si -0.483 1.659 12.864 -0.01 -0.024 0.044
Si -7.769 -0.108 20.677 -0.015 0.004 -0.133
Si 4.948 11.35 20.54 -0.026 0.046 -0.121
Si 3.923 2.176 17.895 -0.008 -0.02 -0.053
Si -3.602 2.227 21.246 0.003 0.016 -0.067
Si 1.331 0.926 18.28 0.014 -0.023 -0.037
Si -4.589 11.514 20.59 0.022 0.018 -0.106
Si -7.908 6.013 21.57 -0.036 0.011 -0.083
Si 3.958 -2.369 15.236 0.034 -0.042 0.113
Si -8.703 9.22 17.067 0.005 -0.007 -0.047
Si 0.4 6.131 21.109 0.016 0.008 -0.082
Si 0.015 13.849 21.339 0.049 0.058 -0.13
Si 4.644 0.8 20.474 -0.038 -0.022 -0.084
Si 3.145 6.07 19.536 -0.007 0.002 -0.074
Si 8.103 9.613 13.554 -0.017 -0.005 0.089
Si 2.342 -0.949 19.252 -0.006 -0.044 -0.075
Si -8.593 6.146 16.334 0.014 -0.023 -0.002
Si -4.129 6.387 18.408 0.021 -0.007 -0.08
Si -6.068 2.095 19.161 -0.005 0.005 -0.108
Si -7.595 12.382 20.801 -0.009 -0.005 -0.137
O 1.869 5.441 9.254 -0.031 0.051 -0.038
O 3.881 8.53 12.042 0.009 -0.015 -0.072
O -2.794 5.466 18.333 -0.001 0.01 0.044
O -7.002 3.431 19.183 -0.008 0.006 0.067
O 6.073 4.449 10.181 -0.005 0.041 -0.007
O 5.63 -0.622 10.101 -0.01 -0.027 -0.033
O 1.669 6.431 20.121 0.003 0.01 0.056
O 1.565 9.549 16.138 0.006 -0.007 -0.007
O 5.839 -5.805 9.23 0 -0.017 -0.07
O 5.915 -3.307 10.091 -0.004 0.029 -0.002
O 9.489 0.625 10.08 0.002 0.035 0.001
O 9.657 -1.931 9.209 -0.005 0.013 0.024
O 9.685 1.902 12.405 0.003 -0.01 -0.067
O -5.784 8.304 10.169 -0.012 0.015 -0.036
O -4.204 6.439 14.4 0.013 0.014 -0.016
O 6.579 5.935 12.351 -0.033 -0.003 -0.091
O 9.034 -5.655 12.262 0.008 0 -0.053
O -3.655 3.575 22.16 0.003 -0.031 -0.001
O -2.128 -0.407 10.236 0.021 -0.044 -0.031
O -1.759 1.996 9.144 0.039 -0.04 -0.063
O -2.038 4.461 10.165 0.003 0.038 -0.023
O 3.888 -2.176 11.429 0.049 0.009 -0.072
O -2.421 -3.599 10.383 0.004 0.011 -0.027
O -6.178 11.731 20.343 -0.018 -0.004 0.064
O -2.47 -4.187 15.297 -0.003 0 -0.013
O 5.646 2.239 12.729 -0.008 0.002 -0.056
O 7.494 0.368 12.9 -0.003 -0.004 -0.066
O -1.9 -4.613 12.731 0.011 -0.009 -0.039
O 0.642 1.341 11.725 -0.023 -0.005 -0.037
O 7.942 2.722 14.097 0.016 -0.016 -0.046
O 9.194 6.07 12.784 0.007 0.004 -0.07
O -7.144 -0.061 22.181 0.018 -0.01 0.045
O -0.313 5.824 17.398 0.001 0.008 0.039
O 2.543 -2.945 14.642 0.001 0.023 0.004
O -1.909 9.554 9.272 0.084 -0.007 -0.055
O -7.587 5.942 19.982 -0.011 0.02 0.079
O 0.897 0.606 16.738 0.005 -0.01 0.005
O 3.867 6.901 22.572 -0.033 0.014 0.06
O -8.293 7.719 16.604 -0.001 0.015 0.023
O -7.696 13.846 20.101 0.005 -0.006 0.075
O 0.796 -1.002 14.606 0.004 -0.001 -0.026
O 4.235 6.102 10.963 -0.001 -0.006 -0.056
O 3.987 1.267 21.885 0.016 -0.001 0.028
O 4.153 -0.809 14.858 0.014 0.011 -0.014
O -0.989 3.596 18.607 0.004 -0.012 0.052
O 5.217 -3.185 14.622 -0.063 0.018 -0.001
O 0.557 7.231 15.259 0.001 0.015 -0.016
O 4.412 11.971 21.968 0.023 0.015 -0.001
O -3.618 6.054 23.046 -0.022 0.015 0.009
O -7.398 2.361 23.131 -0.029 0.007 0.027
O 0.155 7.427 22.08 0 -0.02 0.044
O -3.983 7.457 19.618 0.001 0.011 0.064
O -2.15 2.134 20.509 0.013 -0.001 0.052
O 0.562 4.812 22.081 0.021 0.01 0.041
O 9.501 -4.484 10.003 -0.002 -0.038 0.023
O -2.315 9.707 17.408 -0.012 0.004 0.021
O -2.187 1.283 17.975 0.015 0.014 0.047
O 6.013 5.637 21.817 0.09 -0.004 0.031
O -4.097 11.529 22.152 0.001 -0.014 0.001
O -4.197 -3.273 12.411 0.001 -0.011 -0.06
O 9.084 -1.676 12.199 0.003 0.004 -0.039
O 3.763 4.99 20.607 -0.004 -0.022 0.065
O 7.714 -1.762 14.461 0.002 -0.002 -0.041
O 1.284 -1.583 20.334 -0.05 -0.01 0.071
O -3.778 0.917 22.195 0.002 0.024 0.009
O -3.952 -5.623 11.332 -0.014 -0.01 -0.06
O 5.259 5.893 16.428 -0.011 -0.001 0.011
O 0.057 -0.28 22.256 0.005 -0.004 0.088
O -5.606 3.277 10.155 -0.014 -0.024 -0.017
O -2.025 7.05 15.838 -0.011 0.017 -0.006
O 4.074 9.671 23.139 -0.001 0.029 0.056
O 3.603 1.672 14.351 0 -0.014 -0.017
O 2.32 2.243 18.215 0.019 0.011 0.039
O 6.733 -4.971 13.399 0.009 -0.003 -0.043
O -5.093 -1.864 14.478 0.001 -0.007 -0.054
O -3.926 -0.017 16.574 0.005 0 0.007
O -4.304 10.02 20.021 -0.003 -0.016 0.074
O 4.415 3.502 17.098 -0.002 -0.009 0.039
O -5.383 5.401 18.652 -0.016 0.003 0.052
O -1.394 11.649 18.974 -0.007 -0.02 0.055
O -1.427 -0.237 15.871 0.008 0.004 -0.009
O 4.198 7.313 19.562 0.016 0.022 0.045
O 1.392 -2.334 12.332 -0.03 0.006 -0.027
O 0.078 1.293 19.271 0.004 0.012 0.032
O 7.427 5.752 14.845 -0.008 0.014 -0.034
O -3.737 12.649 19.769 0.002 0.004 0.072
O -3.894 -0.708 12.327 -0.011 -0.013 -0.062
O -3.656 -1.539 23.133 -0.006 0.033 0.024
O 0.074 1.456 14.381 0.012 -0.002 -0.009
O -7.566 7.513 22.13 -0.009 -0.05 -0.014
O -4.398 7.118 16.974 0.008 0.01 0.014
O 2.748 6.423 13.071 0.003 0.016 -0.076
O -3.667 1.578 10.992 -0.01 0.002 -0.049
O -3.735 5.525 11.969 -0.006 -0.005 -0.066
O 0.162 12.475 22.193 -0.002 -0.018 0.098
O 4.005 12.921 16.845 -0.01 0.005 -0.074
O 1.16 4.426 13.372 -0.003 0 -0.047
O 1.741 9.046 13.577 -0.011 -0.011 -0.038
O -7.306 10.022 17.416 -0.005 -0.009 0.022
O -6.614 12.388 16.386 0.003 -0.011 0.015
O 8.927 -5.349 14.875 0.007 -0.007 -0.043
O -4.721 10.692 16.777 0.005 -0.002 0.01
O 3.659 3.915 12.978 -0.003 0.009 -0.057
O -4.763 2.283 20.114 -0.004 0 0.069
O 4.185 0.893 16.9 0.015 0.015 0.016
O -9.315 0.342 20.774 0 0.004 0.062
O -7.584 12.553 22.422 0.008 0.025 0.041
O 3.282 1.538 11.677 0.045 0.006 -0.038
O -0.837 4.946 14.902 0 -0.002 -0.019
O 3.745 -0.448 19.962 0.046 0.013 0.064
O -6.442 -0.395 16.293 -0.004 -0.008 0.005
O 4.228 12.071 19.28 -0.043 0.031 -0.011
O -2.249 -1.443 18.062 -0.001 0.01 0.042
O -3.667 8.923 15.189 -0.002 0.006 -0.017
O 4.509 9.78 20.453 0.012 -0.015 0.054
O -1.081 5.72 12.333 0.008 0.002 -0.052
O -3.424 8.472 22.018 -0.01 0.013 0.017
O 2.984 5.012 15.348 0.004 0.002 -0.01
O 0.253 2.303 22.982 0.054 -0.014 0.074
O 2.931 9.191 18.334 -0.003 0.001 0.045
O 4.702 1.965 19.318 -0.026 0.012 0.012
O 1.84 2.789 9.858 -0.007 -0.015 0.034
O -7.049 4.895 22.393 -0.028 0.011 0.032
O -1.736 0.654 12.641 0.002 0.011 -0.049
O -5.605 1.8 17.627 0.002 -0.002 0.039
O 5.688 9.103 18.269 -0.011 0.006 0.058
O 6.397 -1.944 12.227 0.005 0.003 -0.058
O -0.084 -3.433 14.288 -0.004 -0.004 -0.015
O 5.818 1.922 9.312 0.019 -0.018 -0.024
O 6.087 1.067 15.066 -0.029 -0.01 -0.019
O -1.852 9.114 19.929 -0.002 -0.006 0.069
O 0.219 9.621 18.404 0.019 -0.001 0.036
O 2.772 -4.562 11.953 0.004 -0.061 -0.042
O -6.956 0.84 19.657 0.001 -0.004 0.067
O 1.992 7.54 10.599 0 0.041 -0.023
O 0.187 9.942 22.997 0.059 0.031 0.052
O -8.898 11.497 20.372 0.011 -0.014 0.07
O -5.068 4.01 13.833 0.006 -0.001 -0.055
O 7.657 8.054 13.647 -0.006 0.01 -0.049
O -2.195 7.095 10.344 0.008 -0.018 -0.051
O 3.052 5.555 17.984 -0.004 0.001 0.047
O -7.793 5.244 17.43 -0.005 0.013 0.036
O 1.933 11.574 17.852 -0.004 -0.029 0.027
O -1.406 13.797 20.535 -0.001 0.016 0.08
O -0.641 9.482 14.609 0.005 -0.002 -0.03
O -7.478 9.979 23.119 -0.04 0.015 0.021
O 9.665 5.792 9.287 -0.029 0.064 -0.019
O -1.057 3.182 12.826 0 -0.002 -0.052
O 6.406 7.159 10.026 -0.021 -0.004 -0.075
O -5.252 1.673 15.019 -0.009 0.006 -0.036
O -9.446 10.062 15.901 -0.014 0.005 -0.001
O -0.84 5.863 20.072 -0.002 0.01 0.088
O 4.143 -5.481 14.132 0.008 0 -0.02

Results
free energy: -270104.947 eV
free energy less fixed offsets of O -568.88, Si -635.61 eV per atom: -10.627 eV

The program warned: the cutoff lies below the one the program advises for these potential files; the exchange-correlation potential is rough where the density is thin.
